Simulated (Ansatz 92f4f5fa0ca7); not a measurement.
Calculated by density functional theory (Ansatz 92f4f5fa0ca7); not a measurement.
Periodic cell of 259 atoms, Si165O94, from a study of silicon, its oxide and their interface. The atomic structure is a simulated model.
Doubt: the cutoff is far below the 930 eV that the study's wrapper takes by default for these files, so forces and energies are approximate.
This geometry differs little from another in the collection (a relaxation step or a small displacement).

Settings
functional: PBE
potential files: Ansatz PAW
basis: plane waves
wave-function cutoff: 580 eV
density cutoff ratio: 5
exchange-correlation grid ratio: 1
k mesh: 1 x 1 x 1, Gamma-centred
self-consistency stop: 5e-08 eV per atom in the density residual
occupations: fixed
spin: none
net charge: 0

Cell vectors (angstrom)
a 10.938 0 0
b 0 10.938 0
c 0 0 38.2116

Atoms and the computed forces on them: element, x, y, z (angstrom), force x, y, z (eV/angstrom)
Si 0 0 0.683 0.0296 0.0107 -0.0025
Si 5.469 0 0.683 0.0136 0.0037 0.0006
Si 2.7345 2.7345 0.683 -0.0081 0.035 0.0083
Si 8.2035 2.7345 0.683 -0.0077 0.0111 -0.0224
Si 0 5.469 0.683 0.0321 0.0283 -0.0065
Si 5.469 5.469 0.683 -0.0345 0.0038 -0.0084
Si 2.7345 8.2035 0.683 0.0139 0.0159 -0.0126
Si 8.2035 8.2035 0.683 -0.0256 0.0316 0.0002
Si 1.3673 1.3673 2.0503 -0.0197 0.0069 0.0485
Si 6.8362 1.3673 2.0503 0.0436 0.0274 -0.0861
Si 4.1018 4.1018 2.0503 -0.0426 0.0074 0.0841
Si 9.5708 4.1018 2.0503 -0.0211 -0.1392 -0.0816
Si 1.3673 6.8362 2.0503 -0.0675 -0.0017 -0.1055
Si 6.8362 6.8362 2.0503 0.001 0.0457 -0.0305
Si 4.1018 9.5708 2.0503 -0.1454 0.0004 -0.1147
Si 9.5708 9.5708 2.0503 -0.0438 0.0282 0.0636
Si 2.7345 0 36.1601 0.0081 0.105 0.0181
Si 8.2035 0 36.1601 0.1076 -0.1542 0.031
Si 0 2.7345 36.1601 0.1249 0.0413 0.0933
Si 5.469 2.7345 36.1601 0.0549 -0.0617 -0.1116
Si 2.7345 5.469 36.1601 -0.0316 0.0141 -0.049
Si 8.2035 5.469 36.1601 0.0108 0.0247 -0.028
Si 0 8.2035 36.1601 -0.089 0.0951 -0.0187
Si 5.469 8.2035 36.1601 0.1019 -0.0552 0.0497
Si 4.1018 1.3673 37.5273 -0.0262 0.0081 0.0154
Si 9.5708 1.3673 37.5273 0.024 -0.0484 -0.0086
Si 1.3673 4.1018 37.5273 0.0175 -0.0461 0.0144
Si 6.8362 4.1018 37.5273 0.0458 -0.042 -0.0063
Si 4.1018 6.8362 37.5273 -0.0373 0.0269 -0.0096
Si 9.5708 6.8362 37.5273 -0.0119 -0.0067 0.0101
Si 1.3673 9.5708 37.5273 -0.0362 0.0022 -0.0086
Si 6.8362 9.5708 37.5273 0.02 -0.0404 0.0104
Si 1.6902 1.6053 29.5632 0.0123 0.0004 -0.0014
Si 5.2545 0.2503 27.8819 0.0078 -0.0007 -0.0128
Si 3.2614 2.7096 28.1118 -0.0036 0.0022 0.0027
Si 9.2283 2.4576 27.4479 0.0012 -0.0022 0.0018
Si -0.0246 5.8384 28.0839 -0.0059 0.0008 -0.0018
Si 6.6825 6.8625 27.0873 -0.0003 -0.0072 0.0042
Si 2.3476 8.8318 28.0623 -0.0079 0.0139 -0.0144
Si 9.1763 8.462 27.5069 0.0013 0.0007 0.0076
Si 0.2953 0.2123 28.3588 0.0009 -0.0039 -0.0064
Si 6.858 1.2693 29.2368 0.0052 0.0038 0.0028
Si 4.4461 4.3551 29.4377 -0.0048 0.0044 0.0045
Si 9.7564 4.0978 29.1455 0.0009 0.0033 -0.0001
Si 1.4801 7.0265 29.3784 0.0041 -0.0054 0.0072
Si 6.2193 6.1153 29.2806 0.0028 -0.0001 0.0077
Si 4.128 9.6641 29.3068 -0.0035 -0.0052 0.0115
Si 9.7457 9.6893 29.4409 0.0015 -0.0019 0.0053
Si 2.8486 0.0166 30.8327 -0.001 -0.0042 -0.0064
Si 8.1884 -0.0324 30.683 -0.0009 0.0001 0.0012
Si 0.0667 2.827 30.7243 -0.0053 0.0048 0.0072
Si 5.566 2.6999 30.7153 -0.0034 -0.0035 -0.003
Si 2.7953 5.5253 30.6966 0.0011 -0.0017 -0.0045
Si 8.1471 5.3124 30.5001 0.0007 0.0024 -0.0039
Si 0.0294 8.2101 30.7929 0.0022 0.008 -0.0052
Si 5.4315 8.0694 30.5386 0.0036 0.0036 -0.0024
Si 4.1952 1.3823 32.1373 0.0041 0.0024 0.0087
Si 9.5951 1.3725 32.025 -0.001 0.0002 -0.0009
Si 1.4054 4.1771 32.0811 0.0003 -0.0006 0.0011
Si 6.9138 4.0487 32.0781 -0.0004 0.0028 0.0048
Si 4.1077 6.8722 32.0911 -0.0019 -0.0036 0.0021
Si 9.4997 6.7673 31.9535 -0.0013 -0.0084 0.0044
Si 1.3998 9.5834 32.1327 0.0011 -0.0031 0.0065
Si 6.8112 9.4722 31.9659 -0.002 0.0018 -0.0016
Si 0.0089 0.0236 33.4318 0.0018 0.001 0.0016
Si 5.5269 -0.0537 33.4231 -0.0018 -0.0015 -0.0009
Si 2.7674 2.7645 33.4336 -0.0011 -0.0009 0.0003
Si 8.2566 2.71 33.4498 0.0009 0.0005 0.0021
Si -0.0251 5.4973 33.4035 -0.0023 -0.0007 -0.0008
Si 5.512 5.466 33.3967 0.0011 -0.0003 0.0004
Si 2.7517 8.2125 33.4779 -0.0013 0.0026 0.0013
Si 8.2002 8.1658 33.3723 -0.0015 0.0013 0.001
Si 1.3818 1.3893 34.7915 0 0.0005 0.0013
Si 6.8595 1.3513 34.7934 0.0019 -0.001 0.0014
Si 4.1282 4.1276 34.7912 0.0001 0.0001 0.0021
Si 9.5921 4.1088 34.7992 0.001 -0.0012 0.0024
Si 1.3535 6.8423 34.7965 -0.0001 0.002 0.0015
Si 6.8436 6.8373 34.7849 0.0002 -0.0002 0.0038
Si 4.1203 9.583 34.8118 -0.001 0.0017 0.0011
Si 9.5646 9.5627 34.765 0.0017 -0.0004 0.0023
Si 2.7266 -0.0079 3.4193 0.0014 -0.0005 0.0017
Si 8.2064 0.0191 3.4236 0.0001 -0.0001 -0.0019
Si -0.0168 2.7219 3.4254 0.0004 0.0009 -0.0001
Si 5.4716 2.7269 3.4133 0.0008 0.0001 0.0005
Si 2.7115 5.4683 3.4166 0.0003 0.0003 -0.0016
Si 8.1951 5.4529 3.4018 0.0004 0.0016 0.0019
Si -0.0079 8.191 3.4142 0.0007 0.001 0.0004
Si 5.4562 8.209 3.403 0.0003 0 0.0006
Si 4.1071 1.3549 4.7769 -0.0011 0.0025 0.003
Si 9.5613 1.3736 4.8349 -0.0015 -0.003 0.0024
Si 1.3317 4.0988 4.7849 0.0009 0.0016 0.0034
Si 6.834 4.0982 4.7758 0.0008 -0.0021 0.0022
Si 4.066 6.8633 4.7604 -0.0038 -0.0012 0.0025
Si 9.5606 6.804 4.7644 -0.0046 -0.0002 0.0009
Si 1.33 9.5781 4.7806 -0.0004 -0.0001 0.0017
Si 6.8043 9.6007 4.7533 0.0002 0.0003 0.0032
Si -0.0521 -0.0599 6.1965 -0.0008 -0.0031 -0.0002
Si 5.4829 0.0272 6.1862 -0.003 -0.0004 0.001
Si 2.6943 2.6964 6.0992 0.0056 -0.0025 0.004
Si 8.2066 2.7865 6.2003 -0.0002 0.0088 0
Si -0.0304 5.4562 6.1872 -0.0016 -0.0008 0.0009
Si 5.4035 5.4478 6.0781 0.0092 0.005 0.004
Si 2.7198 8.2515 6.1434 0.0018 0.0014 0.0043
Si 8.1292 8.1651 6.0404 -0.0004 -0.0037 -0.0015
Si 1.3669 1.337 7.4976 0.006 -0.0008 0.0027
Si 6.8418 1.434 7.5727 -0.0024 0.0009 -0.0006
Si 4.0458 4.0788 7.4391 -0.0151 0.0032 0.0028
Si 11.0351 2.7464 8.8714 -0.0067 0.001 -0.001
Si 1.3744 6.8484 7.4806 0.0074 -0.0037 -0.003
Si 6.7252 6.8647 7.395 -0.0051 -0.0006 -0.0067
Si 4.0645 9.6331 7.5421 -0.0001 -0.004 0.0018
Si 9.4282 9.4607 7.4721 -0.0024 0.0007 -0.0029
Si 2.8789 0.1968 8.9337 0.0148 0.0126 -0.009
Si 8.0731 -0.1127 8.8647 0.0064 0.0024 0.0057
Si -0.5946 1.3359 10.6003 0.0035 0.0001 -0.0061
Si 5.4344 2.8226 8.878 0.0221 -0.0033 -0.049
Si 2.7345 5.4679 8.8186 0.0118 0.0106 -0.0108
Si 6.4602 4.4475 10.1514 0.023 0.0284 0.0446
Si -0.0709 8.118 8.8192 0.0082 0.0135 0.0015
Si 5.3587 8.1654 8.8176 -0.0048 0.0036 0.0024
Si 3.9487 1.7758 10.2996 -0.0526 -0.0386 0.0608
Si 9.5316 4.1502 7.6457 -0.0006 -0.0018 0
Si 1.6296 3.9119 10.1621 -0.0087 -0.0053 0.0289
Si 7.9863 5.5504 8.8466 0.0053 -0.0017 -0.0081
Si 4.213 6.6438 10.1747 0.0106 -0.0126 -0.0073
Si 8.7438 6.9765 10.529 0.0042 -0.011 0.0105
Si 1.6208 10.1872 10.6132 0.0141 0.0158 0.0077
Si 6.7706 9.4004 10.19 -0.0093 -0.002 -0.002
O 10.2951 1.1905 27.3917 -0.0031 0.004 0.0053
O 14.2117 5.7227 26.7334 0.0002 0.001 0.0035
O 2.7863 2.8694 10.7473 0.0061 -0.0026 -0.0118
O -13.8353 -13.4305 10.6108 0.0003 -0.0013 -0.0003
O 13.814 -2.5867 26.5877 -0.0005 -0.0007 0.0107
O 9.7496 9.2224 26.1698 0.0017 0.0006 0.0023
O 5.3529 5.5379 10.7781 -0.0125 0.009 -0.0098
O 0.6289 0.4195 11.2679 -0.004 0.0004 0.0032
O 7.3652 3.8044 11.3762 -0.0062 0.0011 -0.0119
O 4.5422 1.1725 11.733 -0.0024 0.0133 -0.0251
O 8.6901 6.5222 12.0849 -0.0044 -0.0002 -0.0046
O 9.1922 11.3087 9.9794 -0.0008 0.0007 -0.0002
O 0.7672 4.4631 11.4616 0.0088 -0.0042 -0.0163
O 6.0203 9.9166 11.585 0.0001 0.0006 -0.0021
O 9.6229 2.2568 11.7526 -0.0024 0.0008 0.0048
O 2.5101 9.292 11.7041 -0.0031 -0.0037 0.004
O 4.2152 1.4984 27.5507 -0.0026 0.0036 0.0057
O 7.5594 8.2375 27.3216 -0.0014 0.0056 -0.0027
O 9.0406 2.8641 25.8665 0.0012 0.001 0.0059
O -1.1175 6.9553 27.5626 0.0052 -0.0078 0.0047
O 7.4666 5.8175 26.0878 -0.0004 0.0015 0.0056
O 11.5857 16.0971 26.7367 -0.0019 0.0013 0.0062
O 29.6468 23.8827 28.0532 -0.0027 -0.0053 0.0072
O 5.7552 10.6506 26.3994 -0.0037 0 0.013
Si 2.3009 7.0137 19.3759 0.0006 0.001 0.0009
Si 8.5266 -2.5577 18.6395 -0.0002 -0.0001 0.0014
Si 4.4708 3.9049 15.6483 0.0009 -0.0016 -0.0012
Si 13.9919 6.2457 14.3703 -0.002 -0.0025 0.0019
Si 5.8599 0.4215 12.3583 0.0001 0.0032 -0.0012
Si 5.7647 14.2851 18.5169 0.0016 0.0009 -0.0012
Si -5.8406 11.1031 22.1711 -0.0007 0.0009 -0.0021
Si 7.9686 2.3117 16.9657 0.001 0.0019 0.0021
Si 10.9304 -9.0717 17.9494 -0.0002 -0.0015 -0.0004
Si 8.0878 13.5222 12.1829 -0.0005 -0.003 0.0045
Si 7.6686 5.7339 19.58 -0.0006 0.0001 0.0008
Si 0.3836 -0.3881 16.1008 -0.0016 -0.0036 0.0053
Si 9.8426 0.7454 22.7192 0.0012 -0.0001 -0.002
Si 2.8613 7.6735 11.8849 -0.003 0.0017 0.0032
Si 8.1272 2.6077 24.5209 -0.0016 -0.002 -0.0037
Si 9.2788 9.5968 24.6585 0.0007 0.0014 -0.0059
Si 18.6093 -0.9679 21.0566 -0.0002 -0.0002 -0.0003
Si 14.6998 7.1255 26.0223 -0.0044 -0.0009 -0.006
Si -1.8815 6.3543 13.6541 -0.002 -0.0028 0.0061
Si 3.9323 -5.107 21.4 0.0007 -0.0004 -0.0008
Si 7.3522 4.0311 14.7096 -0.003 0.0013 0.0005
Si -0.6107 6.5267 20.1393 0.0005 0.0018 0.0001
Si 7.8032 5.5727 24.4995 -0.0006 0.0006 -0.0059
Si 4.1618 -0.5126 17.2703 -0.0001 0.0019 0.0013
Si 4.0261 2.8375 21.0832 0.0005 0.0004 -0.0001
Si 2.1978 6.2016 23.7712 -0.001 0.0017 -0.003
Si 2.1044 4.6929 26.1895 0.0015 0.0028 -0.0039
Si 6.6179 7.0819 22.1074 0 -0.0003 -0.003
Si 8.8977 -1.9377 15.4679 -0.0001 0.0016 0.0013
Si 1.2399 1.4941 20.7027 0.0002 -0.0009 -0.0001
Si 2.3049 8.1873 16.5087 -0.0045 0.0008 0.001
Si 11.8457 5.5253 12.6834 0.0054 -0.0033 0.0063
Si 3.1136 9.9223 20.1688 0.0003 0.0003 0.0001
Si 2.3056 1.7615 16.1809 0.0016 0.0007 0.0007
Si 6.4201 0.0273 24.9396 0.0011 0.0037 -0.0044
Si 6.6119 -0.0145 15.3721 -0.0001 -0.0011 0.0023
Si -0.7209 -4.0027 23.3538 0.0028 0.0003 -0.0034
O 5.7616 11.2747 13.9992 0.0007 -0.0021 -0.0002
O 7.6887 1.1277 15.8649 -0.0001 0.0004 0.0013
O 10.5019 5.5795 13.6094 0.0039 -0.0019 -0.0009
O 2.4025 2.6132 20.9986 -0.0003 0.0004 0.002
O 17.777 2.1756 18.138 -0.0016 0.0018 0.0006
O 7.8094 5.5451 14.3345 -0.0001 -0.0012 -0.0004
O 12.3449 0.6563 15.3138 -0.0013 -0.001 0.0031
O 5.3234 7.3658 26.3275 0.0016 0.0019 0.0018
O 4.0552 16.3989 15.3689 -0.0007 0.0033 0.0005
O 4.7263 2.7381 19.6096 -0.0002 0.0001 0.0014
O 3.6144 9.1528 16.4018 0 0 0.0013
O 9.489 -2.5875 23.6428 -0.0012 0.002 0.0044
O 13.3591 7.2067 17.7827 -0.0009 0.0018 -0.0006
O 9.2348 -3.2266 14.537 -0.0008 -0.0013 0.0001
O 11.739 -3.9285 23.9199 0.0011 0.0007 0.0043
O 6.9165 1.5789 24.8824 0.0002 0 0.0036
O 3.4397 7.0367 24.4315 0.0015 0.0005 0.0061
O -1.9506 2.0529 23.2338 -0.0002 0.0009 0.004
O 7.4458 -1.3639 15.0082 0 0.0008 0.0019
O 10.1831 -0.1103 24.0792 -0.0004 0 0.0043
O 0.9176 -4.719 19.7077 0.0005 0.0001 0.0013
O 9.8933 7.9456 19.4355 0.0007 -0.0003 0.0017
O 3.9809 10.0876 21.5414 0.0002 -0.0002 0.0022
O 7.2061 8.5704 21.7895 0.0003 -0.0003 0.0029
O 5.3416 -0.2386 23.7358 0.0002 -0.0006 0.0039
O 13.4671 -4.9231 22.2084 -0.0001 -0.0003 0.0036
O 3.2793 0.8498 17.1241 0.001 -0.0006 0.002
O 2.1476 5.0866 13.656 -0.0068 0.0027 -0.0019
O 4.4284 4.306 21.673 -0.0002 -0.0001 0.0024
O 5.0113 -3.9745 21.8512 0.0004 0.0003 0.003
O 11.1922 2.0599 19.5348 0.0002 0.0004 0.0038
O 0.2966 1.2243 22.0126 -0.0004 0 0.0029
O 2.3866 8.4604 20.1448 0.0003 -0.0003 0.001
O 5.7467 3.679 14.6336 0.0043 0.0001 0.0022
O 17.581 4.6118 19.0502 -0.0001 -0.0016 0.0011
O -1.5464 5.7853 24.1676 -0.0001 -0.0022 0.0059
O -2.0995 -2.2442 17.0768 -0.0004 -0.0001 0.0024
O 10.2281 -4.3027 21.7593 -0.0001 -0.0004 0.0021
O 1.9422 0.1181 20.1707 -0.0006 0.0008 0.0016
O 7.3339 5.9855 21.1515 0 -0.0002 0.0033
O 4.1166 -0.8712 18.8693 0.0009 0.0005 0.0008
O 17.3877 0.0845 21.2604 0.0001 0.0003 0.0025
O 7.8181 3.7685 16.2413 0.0003 -0.0001 -0.0012
O 3.5525 6.0615 19.8292 -0.0004 0.0009 0.0021
O 7.6942 9.9842 24.6729 -0.0003 -0.0015 0.0042
O 7.4666 7.1191 18.7132 0.0003 -0.0002 0.002
O 9.2829 5.3738 19.5746 0.0001 0.0003 0.002
O 7.4427 4.0318 24.1129 0.0005 0.0003 0.0044
O 9.4492 2.4064 17.6031 -0.003 -0.0005 0.0005
O 1.2127 2.588 17.0988 -0.0013 -0.0002 0.0024
O 11.9503 -1.7979 16.5918 0.002 0.0034 0.0005
O 8.9922 -0.2363 21.7029 0.0007 0.0007 0.003
O 7.204 1.2432 11.9628 0.0005 0.0032 0.0017
O 3.7342 7.2363 13.2337 -0.0038 0.0031 -0.0033
O 5.6399 10.6952 16.6593 -0.0007 0.0002 0
O 10.8997 0.2926 17.5237 0.0001 -0.0033 -0.004
O 2.0818 4.7555 24.5559 0 -0.0008 0.0064
O 14.1942 2.8199 15.3607 -0.0009 0.0003 0.0025
O 10.0353 -0.7837 15.182 0.0053 0.0004 0.0065
O 4.8984 3.7903 17.2103 0.0009 0.0006 0.0033
O 1.3591 6.9825 12.055 0.0003 0.0035 -0.0012
O 7.9303 -1.2636 19.4586 0 0.0004 0.0019
O 2.0999 -3.6954 15.2206 0.0012 0.003 0.0052
O 8.1542 3.0075 13.7396 -0.0034 -0.0011 -0.0048
O 4.6096 12.6542 22.1019 0.0002 -0.0003 0.0029
O 6.912 6.6429 23.6475 0.0002 0 0.0046
O -0.6583 -14.797 9.9633 -0.005 -0.0141 -0.0051
O 24.3432 3.22 26.7542 0.0007 -0.004 0.0043
O -9.6719 -22.8011 27.6233 0.0066 -0.0048 0.0155
O -10.276 -1.7345 9.7711 -0.0129 -0.0096 -0.0009

Results
free energy: -158354.244 eV
free energy less fixed offsets of O -568.88, Si -635.61 eV per atom: -3.874 eV

The program warned: the cutoff lies below the one the program advises for these potential files; the forces do not sum to zero within the program's tolerance; the exchange-correlation potential is rough where the density is thin.
